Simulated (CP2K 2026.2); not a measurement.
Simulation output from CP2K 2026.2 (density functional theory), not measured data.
Periodic cell of 534 atoms, Si358O176, from a study of silicon, its oxide and their interface. The atomic structure is a simulated model.
Doubt: the forces sum to 2.34 eV/angstrom along one axis rather than to zero, so they err by at least 0.0044 eV/angstrom per atom on average; the grid cutoff is modest.

Settings
functional: PBE
method: Gaussian and plane waves
basis set: DZVP-MOLOPT-SR-GTH
pseudopotentials: GTH-PBE
grid cutoff: 400 Ry, relative cutoff 50 Ry
k points: Gamma only
occupations: fixed
spin: none
net charge: 0

Cell vectors (angstrom)
a 16.4025 0 0
b 0 16.4025 0
c 0 0 36.0151

Atoms and the computed forces on them: element, x, y, z (angstrom), force x, y, z (eV/angstrom)
Si 0.072 -0.242 0.108 -0.323 -0.161 0.035
Si 2.865 2.2 -0.163 -0.259 0.165 0.397
Si -0.512 5.932 0.222 -0.139 0.125 -0.096
Si 2.271 8.847 0.071 0.252 -0.168 -0.176
Si 0.447 11.395 -0.093 0.325 0.014 0.413
Si 3.779 12.967 0.34 -0.658 0.406 0.105
Si 6.051 -0.304 0.416 -0.086 0.228 0.215
Si 8.203 2.869 0.298 0.308 -0.186 -0.049
Si 5.741 4.809 -0.269 0.108 -0.116 0.068
Si 8.396 7.826 -0.129 0.244 -0.116 0.082
Si 5.213 11.141 0.538 0.354 -0.376 0.177
Si 7.198 14.068 0.094 0.325 -0.359 -0.247
Si 11.957 -0.402 0.069 0.068 0.578 -0.07
Si 14.514 2.222 0.3 -0.142 0.11 -0.034
Si 10.763 5.747 0.22 -0.014 -0.054 0.109
Si 13.668 8.132 0.462 -0.185 -0.347 0.03
Si 11.453 10.238 -0.193 0.08 0.1 0.104
Si 13.292 14.031 0.231 0.232 -0.177 -0.175
Si 1.519 1.103 1.436 -0.098 -0.047 -0.165
Si 4.163 3.815 1.216 -0.074 -0.063 -0.31
Si 1.267 7.028 1.34 0.085 0.125 -0.112
Si 3.994 9.511 1.581 -0.105 0.015 -0.051
Si 1.707 12.406 1.55 0.085 0.079 -0.218
Si 4.305 14.961 1.544 -0.061 0.01 -0.197
Si 7.036 1.332 1.676 0.002 0.244 -0.151
Si 9.669 4.129 1.581 -0.015 0.093 -0.252
Si 6.781 6.626 1.169 0.037 -0.006 -0.229
Si 9.647 9.422 1.244 -0.014 -0.088 -0.211
Si 6.801 12.338 1.672 0.113 -0.061 0.048
Si 9.579 14.921 1.375 0.107 0.287 -0.568
Si 12.706 1.309 1.51 0.054 -0.139 -0.359
Si 15.217 4.093 1.599 0.047 -0.098 -0.09
Si 12.248 6.799 1.721 -0.017 -0.001 -0.213
Si 14.968 9.647 1.617 0.051 0.139 -0.151
Si 12.324 12.124 1.237 -0.049 -0.206 -0.045
Si 15.087 14.879 1.533 0.074 0.112 -0.144
Si 0.2 2.646 2.836 0.177 0.173 0.111
Si 2.825 -0.147 2.892 0.039 -0.069 -0.042
Si 0.031 8.291 2.895 -0.005 -0.012 0.082
Si 2.771 5.44 2.568 -0.093 -0.065 -0.288
Si 0.135 13.61 2.875 -0.017 0.04 0.034
Si 2.759 10.897 3.009 0.044 0.09 0.045
Si 5.482 2.67 2.841 0.08 0.021 0.072
Si 8.327 -0.127 2.916 -0.034 -0.092 0.117
Si 5.491 8.048 2.673 0.08 -0.01 -0.031
Si 8.162 5.454 2.817 -0.108 -0.036 0.031
Si 5.496 13.651 3.087 0.137 -0.019 0.171
Si 8.326 10.867 2.713 0.097 0.031 -0.025
Si 11.1 2.662 2.786 0.074 -0.07 -0.152
Si 13.839 -0.094 2.972 -0.02 -0.064 0.069
Si 10.871 8.215 2.922 -0.048 0.095 0.154
Si 13.677 5.352 2.935 -0.068 -0.17 -0.027
Si 10.971 13.5 2.7 -0.006 0.09 -0.107
Si 13.61 10.989 2.909 -0.031 0.02 0.086
Si 1.483 4.136 4.124 0.026 -0.311 0.122
Si 4.128 1.314 4.233 0.042 0.016 -0.054
Si 1.371 9.57 4.344 -0.014 -0.124 -0.101
Si 4.115 6.741 4.082 0.065 0.019 -0.003
Si 1.411 14.996 4.295 -0.051 -0.035 -0.059
Si 4.117 12.257 4.377 -0.07 0.085 -0.101
Si 6.825 4.07 4.211 0.043 0.046 -0.121
Si 9.688 1.323 4.184 0.111 -0.143 0.057
Si 6.872 9.488 4.07 -0.043 0.059 -0.159
Si 9.503 6.818 4.247 0.013 0.053 -0.123
Si 6.9 15.044 4.343 -0.014 -0.156 -0.07
Si 9.607 12.237 4.181 -0.055 0.006 -0.04
Si 12.32 4.01 4.279 0.083 0.101 0.076
Si 15.166 1.356 4.271 -0.054 -0.069 -0.111
Si 12.271 9.593 4.268 -0.151 -0.042 -0.053
Si 15.037 6.838 4.209 0.056 0.028 -0.078
Si 12.316 14.93 4.18 0.103 0.053 -0.202
Si 15.081 12.293 4.244 0.045 -0.044 -0.126
Si -0.015 0.036 11.065 0.005 -0.004 0.007
Si 2.73 2.765 11.055 -0.046 0.029 -0.014
Si -0.008 5.485 11.057 -0.01 -0.016 0.005
Si 2.73 8.218 11.073 -0.04 -0.006 0.001
Si -0.006 10.957 11.052 -0.039 0.026 0.001
Si 2.72 13.691 11.054 -0.007 -0.013 0.001
Si 5.454 0.012 11.064 -0.042 0.026 0.003
Si 8.158 2.729 11.068 -0.008 0.051 -0.004
Si 5.443 5.47 11.082 0.018 0.009 -0.004
Si 8.172 8.197 11.08 0.025 -0.013 -0.002
Si 5.45 10.944 11.088 0.01 -0.017 0.02
Si 8.18 13.685 11.078 -0.008 0.023 -0.001
Si 10.897 0.001 11.086 0.032 0.02 0.013
Si 13.64 2.747 11.066 -0.005 0.021 0.002
Si 10.897 5.462 11.055 -0.006 0.02 -0.013
Si 13.654 8.218 11.034 -0.038 0.016 -0.015
Si 10.902 10.942 11.058 -0.016 0.049 -0.013
Si 13.638 13.685 11.058 -0.028 0.028 -0.004
Si 1.345 1.428 12.416 0.019 0.004 -0.011
Si 4.075 4.111 12.453 -0.014 -0.015 0.012
Si 1.361 6.853 12.425 -0.014 0.037 0.015
Si 4.069 9.598 12.466 -0.001 0.026 0.009
Si 1.333 12.351 12.428 0.032 0.021 0.02
Si 4.059 15.078 12.431 0.012 -0.013 -0.019
Si 6.782 1.381 12.462 0.03 -0.059 0.027
Si 9.5 4.111 12.43 0.049 -0.035 -0.013
Si 6.78 6.856 12.452 -0.017 -0.027 -0.022
Si 9.527 9.593 12.429 0.018 0.002 -0.004
Si 6.796 12.341 12.449 0.033 -0.003 -0.019
Si 9.515 15.055 12.471 -0.018 -0.047 0.035
Si 12.255 1.385 12.439 -0.019 -0.004 0.001
Si 15.006 4.135 12.417 0 -0.02 0.003
Si 12.274 6.858 12.389 0.034 0.027 -0.021
Si 15.003 9.608 12.401 0.028 -0.045 0.012
Si 12.254 12.331 12.409 0.007 -0.058 -0.005
Si 14.989 15.078 12.404 -0.031 -0.054 -0.012
Si -0.021 2.791 13.789 -0.025 0.011 0.007
Si 2.691 0.069 13.784 0.013 -0.024 0.006
Si -0.021 8.241 13.745 -0.044 0.035 -0.046
Si 2.734 5.506 13.813 -0.016 -0.042 0.035
Si -0.058 13.735 13.776 -0.076 0.046 0.007
Si 2.702 11.007 13.811 -0.027 -0.002 0.013
Si 5.388 2.722 13.851 0.011 0.099 0.01
Si 8.116 0.004 13.851 -0.009 0.064 -0.006
Si 5.432 8.229 13.844 0.046 -0.036 0.061
Si 8.117 5.465 13.807 -0.016 0.063 0.028
Si 5.412 13.718 13.807 -0.042 -0.004 -0.001
Si 8.164 10.969 13.802 -0.017 0.037 0.021
Si 10.844 2.73 13.791 0.022 0.036 -0.005
Si 13.635 0.027 13.798 0.035 -0.07 0.013
Si 10.923 8.232 13.758 0.035 -0.076 -0.004
Si 13.632 5.509 13.767 -0.059 0.018 0.006
Si 10.902 13.676 13.81 0.05 0.007 0.009
Si 13.628 10.986 13.764 -0.105 0.125 -0.017
Si 1.341 4.166 15.164 -0.015 0.009 -0.005
Si 4.017 1.363 15.257 -0.112 -0.162 0.105
Si 1.31 9.621 15.118 -0.009 -0.08 0.005
Si 4.077 6.853 15.24 0.001 0.081 0.124
Si 1.234 15.199 15.115 0.053 -0.118 0.022
Si 4.009 12.433 15.198 0.068 0.006 0.041
Si 6.725 4.116 15.212 -0.075 -0.131 0.114
Si 9.472 1.386 15.206 0.011 -0.039 0.07
Si 6.767 9.661 15.189 -0.042 0.012 0.057
Si 9.51 6.884 15.079 0.068 0.036 -0.042
Si 6.722 15.058 15.242 0.124 -0.029 0.001
Si 9.544 12.304 15.186 -0.078 -0.013 0.052
Si 12.214 4.142 15.083 0.039 -0.029 -0.099
Si 15.002 1.423 15.141 -0.029 0.078 0.056
Si 12.286 9.609 15.134 0.034 0.029 0.056
Si 15.016 6.895 15.111 0.029 0.028 0.014
Si 12.265 15.057 15.17 -0.106 0.049 0.016
Si 14.953 12.383 15.135 0.041 -0.064 -0.026
Si -0.041 0.163 16.614 0.004 -0.069 0.046
Si 2.608 2.768 16.584 0.124 0.134 0.08
Si -0.001 5.586 16.492 -0.007 -0.089 0.037
Si 2.656 8.276 16.518 -0.01 0.151 0.06
Si -0.099 10.97 16.439 -0.126 0.111 0.052
Si 2.553 13.856 16.472 -0.14 0.082 -0.174
Si 5.319 -0.057 16.696 -0.161 0.012 0.112
Si 8.016 2.687 16.589 0.063 0.001 -0.062
Si 5.405 5.461 16.69 0.086 0.029 0.127
Si 8.215 8.287 16.463 -0.128 -0.105 0.048
Si 5.37 11.053 16.566 0.041 0.055 0.084
Si 8.164 13.69 16.527 0.126 0.11 0.184
Si 10.878 0.008 16.526 0.04 -0.03 0.264
Si 13.596 2.808 16.418 -0.094 -0.08 0.2
Si 10.812 5.473 16.413 -0.068 0.071 -0.015
Si 13.707 8.29 16.491 -0.076 -0.056 0.063
Si 10.912 10.914 16.56 0.033 -0.001 0.028
Si 13.649 13.755 16.577 0.06 -0.042 0.053
Si 1.18 1.632 18.117 -0.16 0.047 0.061
Si 3.95 4.003 18.07 -0.163 -0.156 -0.156
Si 1.344 6.921 17.939 0.075 -0.145 -0.024
Si 3.915 9.733 17.902 -0.121 -0.044 -0.289
Si 1.162 12.446 17.728 0.002 -0.373 -0.295
Si 3.645 15.226 18.066 0.008 0.099 -0.199
Si 6.658 1.32 18.067 0.177 -0.129 -0.084
Si 9.366 4.185 17.794 0.006 0.099 0.026
Si 6.925 6.949 17.874 0.038 0.123 -0.133
Si 9.569 9.515 17.976 0.016 0.174 0.27
Si 6.865 12.321 17.928 -0.153 -0.103 0.358
Si 9.531 15.01 17.948 0.088 -0.007 -0.497
Si 12.244 1.467 17.838 0.023 -0.078 -0.313
Si 14.956 4.217 17.729 0.015 0 -0.248
Si 12.232 6.867 17.646 -0.051 0.084 -0.138
Si 15.11 9.614 17.957 0.148 0.02 -0.028
Si 12.35 12.247 17.881 -0.013 0.019 0.015
Si 15.003 15.197 17.961 -0.063 -0.004 0.016
Si -0.335 3.065 19.389 0.12 0.138 0.299
Si 2.503 0.352 19.571 -0.012 -0.103 -0.031
Si 0.107 8.279 19.419 -0.063 0.055 0.228
Si 2.686 5.582 19.357 -0.147 0.103 0.115
Si -0.054 13.746 19.252 -0.102 0.146 0.103
Si 2.623 11.347 19.146 -0.456 -0.216 -0.222
Si 5.351 2.645 19.525 -0.165 0.136 0.055
Si 8.108 -0.089 19.326 0.037 0.134 0.249
Si 5.412 8.349 19.023 0.175 0.071 0.169
Si 8.239 5.573 19.355 0.083 0.089 0.278
Si 5.718 13.007 19.951 -0.157 -0.184 0.074
Si 8.169 10.908 19.35 -0.2 -0.048 -0.204
Si 10.769 2.863 19.053 0.083 -0.159 0.17
Si 13.671 0.25 19.309 -0.176 -0.039 0.326
Si 11.016 8.052 19.213 -0.005 -0.027 0.22
Si 13.603 5.596 18.958 -0.101 0.036 0.038
Si 10.978 13.571 19.218 0.147 0.201 0.05
Si 13.701 10.908 19.325 -0.071 -0.056 0.185
Si 0.279 4.629 21.116 -0.037 0.136 -0.535
Si 4.122 1.236 21.219 0.092 0.194 -0.006
Si 1.353 9.457 21.237 -0.084 0.264 -0.152
Si 4.597 6.543 20.265 -0.325 0.446 0.074
Si 1.381 15.006 20.654 -0.012 -0.208 0.07
Si 3.522 13.444 19.629 0.721 0.557 0.76
Si 6.167 4.763 20.247 0.465 -0.492 -0.067
Si 9.707 1.252 20.429 -0.357 0.06 0.065
Si 6.216 10.022 20.5 0.031 -0.157 -0.111
Si 10.212 6.399 20.77 -0.068 -0.213 -0.244
Si 7.778 14.872 21.219 -0.433 0.112 -0.057
Si 9.558 12.343 20.607 0.025 0.183 -0.138
Si 12.238 4.203 20.205 -0.139 -0.012 0.261
Si 14.409 2.092 20.784 -0.218 -0.274 -0.16
Si 12.595 9.16 20.552 0.409 -0.186 0.045
Si 14.807 6.969 20.398 -0.014 0.355 0.31
Si 11.993 15.408 20.363 0.197 0.136 -0.356
Si 14.867 12.525 20.627 0.367 -0.462 -0.093
Si 4.191 -0.583 23.622 0.166 -0.172 0.261
Si 4.097 2.331 24.098 0.329 -0.05 0.043
Si 2.275 3.455 26.347 0.402 -0.039 0.156
Si 4.31 8.557 22.413 0.299 -0.045 0.112
Si -3.179 14.283 22.509 -0.068 0.058 0.36
Si 4.681 12.83 24.796 -0.16 0.037 0.091
Si 8.689 0.567 23.257 0.049 0.207 0.228
Si 8.356 3.323 24.425 -0.138 0.081 0.214
Si 5.996 4.639 25.312 0.107 0.09 0.163
Si 9.044 9.168 25.502 0.052 0.228 0.392
Si 10.176 15.072 25.418 -0.118 -0.052 0.232
Si 11.34 12.43 24.191 0.216 0.246 0.545
Si 11.971 1.857 27.926 -0.125 -0.055 0.093
Si 15.071 -1.323 24.942 -0.1 -0.205 0.305
Si 13.291 5.504 25.566 -0.208 0.171 0.067
Si 10.256 10.587 22.052 0.195 0.036 -0.096
Si 13.658 10.813 25.582 0.037 -0.01 0.072
Si 14.648 13.135 27.116 -0.057 0.045 0.158
Si -0.774 3.489 25.47 -0.282 -0.268 -0.102
Si 2.048 11.292 24.796 -0.006 0.134 0.09
Si 3.838 6.17 26.903 0.234 0.136 -0.052
Si 1.059 16.153 23.453 0.172 -0.347 0.044
Si 6.076 0.934 31.406 0.292 -0.062 -0.184
Si 11.108 3.699 25.715 -0.12 0.053 0.035
Si 3.514 8.901 25.325 -0.189 0.154 0.268
Si 8.779 7.952 22.79 -0.028 -0.317 0.235
Si 7.205 11.601 25.802 -0.087 0.015 0.092
Si 9.197 18.572 29.551 -0.034 -0.035 0.067
Si 12.949 -0.809 26.852 -0.092 0.007 0.214
Si 16.145 2.513 23.295 -0.229 0.234 0.315
Si 12.01 8.239 25.819 0.021 -0.068 0.143
Si 15.918 10.936 23.238 0.018 0.177 0.371
Si 19.273 15.286 29.499 -0.03 -0.047 -0.14
Si 14.73 19.157 28.253 0.103 -0.034 0.084
Si -0.958 1.777 30.814 0.084 -0.22 0.193
Si 5.507 -0.666 28.583 0.202 -0.147 0.012
Si 0.159 13.963 29.453 -0.051 0.132 0.044
Si 2.106 5.414 31.751 -0.082 -0.017 -0.331
Si -0.271 20.79 30.271 0.132 0.08 0.154
Si 3.547 11.48 27.006 -0.057 -0.035 0.23
Si 7.1 5.54 22.889 -0.169 -0.369 0.39
Si 6.388 3.077 29.456 0.12 -0.068 0.01
Si 3.954 10.864 30.029 -0.037 0.065 -0.107
Si 8.907 0.265 31.958 -0.097 -0.016 -0.192
Si 9.073 12.513 29.946 0.045 0.15 -0.215
Si 8.039 14.12 27.367 0.011 -0.001 0.145
Si 6.723 5.973 30.409 0.097 -0.087 -0.098
Si 10.274 -2.545 32.16 0.093 0.307 -0.21
Si 7.334 9.468 28 0.064 0.021 0.016
Si 11.394 5.957 27.573 -0.205 -0.031 0.159
Si 15.276 15.398 31.775 0.003 0.18 -0.137
Si 19.433 7.089 33.731 -0.18 0.174 -0.216
Si 1.467 4.644 34.41 -0.12 0.018 -0.319
Si 4.579 0.367 33.887 0.171 -0.063 -0.152
Si 2.179 13.039 31.396 0.048 -0.074 -0.265
Si 5.018 5.493 32.734 0.035 0.069 -0.446
Si 3.859 17.94 28.339 0.065 -0.09 0.048
Si 10.457 20.704 31.479 0.049 -0.138 -0.059
Si 4.847 8.019 29.138 -0.055 0.154 -0.085
Si 10.102 2.446 33.828 -0.129 0.016 -0.176
Si 7.073 10.036 34.168 -0.136 0.094 0.016
Si 6.391 11.716 31.639 0.019 0.182 -0.214
Si 5.171 13.707 33.783 0.181 -0.215 0.06
Si 9.684 11.013 33.379 0.066 0.121 -0.163
Si 13.505 3.943 31.591 0.151 -0.088 -0.1
Si 12.633 3.794 34.46 0.067 -0.098 0.042
Si 9.319 9.741 30.414 0.082 0.066 -0.248
Si 9.819 6.742 30.182 -0.004 0.001 0.02
Si 12.852 14.95 33.513 -0.088 0.207 -0.236
Si 17.022 13.825 33.92 -0.048 0.089 -0.154
O 0.805 -1.311 34.989 0.134 0.428 0.219
O -0.941 1.018 35.557 -0.043 0.095 0.341
O 1.779 3.266 35.191 0.111 0.151 0.134
O 3.314 1.131 34.624 -0.098 0.271 0.369
O 0.019 5.247 34.832 -0.096 -0.029 -0.223
O 1.091 5.331 30.429 -0.107 -0.019 -0.059
O 3.74 5.02 31.727 0.172 -0.252 -0.01
O 2.923 8.411 34.62 0.135 0.041 0.124
O 0.128 12.486 34.734 -0.092 -0.091 -0.027
O 1.853 13.263 32.982 0.273 0.144 0.138
O 4.808 17.464 32.421 -0.092 0.101 0.183
O 5.877 16.39 30.067 0.159 0.135 0.24
O 8.863 -2.261 36.059 -0.271 -0.078 0.794
O 5.794 0.488 34.973 0.26 0.017 -0.001
O 9.028 2.265 35.018 -0.119 0.055 0.165
O 8.418 10.928 34.407 0.17 -0.077 0.289
O 5.223 4.68 34.14 0.172 -0.064 0.611
O 6.457 5.46 31.949 0.031 0.094 0.068
O 6.601 10.409 32.622 0.003 -0.24 0.242
O 7.58 8.495 34.544 0.01 -0.093 0.254
O 5.87 10.505 35.15 -0.028 -0.049 -0.234
O -0.971 10.796 36.469 -0.266 -0.042 0.249
O 5.564 12.911 32.404 -0.069 0.099 0.259
O 6.595 13.705 34.607 -0.07 -0.04 -0.159
O 11.629 2.499 34.387 0.186 -0.184 0.243
O 10.352 -0.306 36.478 -0.112 -0.536 0.643
O 13.981 3.164 35.094 -0.211 0.264 -0.348
O 13.209 4.452 33.099 -0.116 -0.004 0.234
O 9.645 6.737 35.424 -0.064 0.037 0.496
O 11.851 4.994 35.24 0.021 0.148 -0.239
O 14.682 7.004 35.731 0.203 -0.216 0.181
O 12.641 9.077 35.531 -0.206 0.375 0.246
O 11.001 10.599 34.255 -0.089 -0.317 0.109
O 9.401 10.065 32.041 0.1 0.065 0.195
O 15.953 16.887 31.652 0.044 0.015 -0.049
O 13.635 13.953 34.566 -0.22 -0.145 0.405
O 2.798 2.865 24.919 -0.357 0.075 -0.231
O 1.771 5.2 20.729 0.308 -0.06 -0.186
O 4.592 -0.171 22.053 -0.024 0.254 -0.262
O 3.804 2.327 22.465 -0.197 -0.196 -0.137
O 1.685 10.896 20.476 0.127 0.108 0.038
O 0.225 9.672 22.456 0.306 -0.229 -0.193
O 4.412 7.012 21.874 0.242 -0.274 -0.106
O 2.83 9.057 21.873 -0.168 -0.128 -0.186
O 0.596 15.438 22.052 -0.183 -0.098 -0.185
O 2.577 15.669 23.761 -0.313 -0.059 0.079
O 2.667 13.98 21.007 0.036 -0.035 -0.409
O 6.03 11.872 24.652 0.168 0.018 -0.059
O 6.199 4.617 21.902 0.189 0.113 0.121
O 7.434 3.908 25.679 0.077 0.13 0.008
O 10.811 0.097 20.134 0.376 -0.398 0.276
O 9.554 1.326 22.087 0.125 0.074 -0.339
O 5.501 11.512 20.67 0.161 -0.246 -0.292
O 8.395 10.655 25.172 -0.008 -0.039 -0.081
O 10.057 7.056 22.296 0.112 0.095 -0.019
O 7.535 6.991 22.26 0.067 0.05 -0.315
O 7.693 15.866 22.55 0.073 -0.246 0.016
O 6.372 14.025 21.08 0.283 0.043 -0.178
O 8.939 13.709 21.43 0.073 -0.404 0.253
O 10.389 11.34 23.486 -0.09 -0.356 -0.006
O 11.296 5.191 21.165 -0.092 0.1 -0.406
O 13.163 3.171 21.127 0.315 -0.147 -0.253
O 14.987 1.84 22.33 0.064 -0.334 -0.138
O 16.549 -0.747 24.696 0.227 0.248 0.04
O 11.725 9.848 21.8 -0.21 -0.06 -0.112
O 12.322 11.699 25.268 -0.348 0.242 0.073
O 15.591 5.871 21.399 0.1 -0.147 -0.151
O 13.72 8.028 21.189 -0.318 0.333 -0.435
O 12.185 15.434 22.021 0.138 -0.284 -0.17
O 15.225 13.634 25.673 0.197 -0.119 -0.138
O 13.903 13.78 21.106 -0.258 0.224 0.084
O 12.377 13.052 23.112 0.145 -0.21 -0.029
O 4.571 0.787 24.482 0.196 0.088 0.132
O 4.812 -2.021 24.213 0.19 0.229 -0.19
O 0.925 1.369 23.393 -0.016 0.269 -0.232
O 6.244 5.84 24.237 -0.078 -0.032 0.069
O 2.795 4.931 26.827 -0.277 -0.168 -0.137
O 0.694 3.703 26.151 -0.007 -0.021 0.169
O 4.466 8.695 24.029 0.101 -0.07 -0.364
O 2.03 11.695 26.397 0.172 0.079 -0.071
O -2.092 14.889 23.527 -0.006 0.091 -0.142
O 0.697 11.74 24.048 -0.165 -0.03 -0.188
O 9.609 16.146 24.333 -0.188 0.209 -0.188
O 4.432 12.75 26.436 -0.022 0.012 -0.132
O 7.868 1.807 23.985 0.011 -0.187 0.089
O 5.213 3.428 24.548 -0.035 -0.075 0.057
O 5.974 8.573 28.087 0.081 0.032 -0.078
O 9.91 3.149 24.801 0.173 -0.243 0.037
O 5.273 5.422 26.545 -0.148 -0.14 0.203
O 3.332 7.393 25.923 0.111 -0.129 0.029
O 8.513 8.085 24.398 0.065 -0.063 -0.25
O 8.329 4.504 23.274 0.137 0.229 -0.031
O 13.37 14.129 27.5 -0.072 -0.112 0.111
O 5.659 9.369 21.924 0.064 -0.224 0.068
O 11.671 15.5 25.861 -0.1 0.059 -0.344
O 10.343 13.546 24.844 -0.113 -0.322 -0.289
O 9.445 3.51 30.457 -0.165 0.28 0.159
O 12.564 0.325 27.96 -0.107 -0.042 -0.059
O 14.226 -0.335 25.936 0.074 0.171 -0.182
O 14.865 2.57 26.633 -0.131 -0.038 -0.036
O 11.344 7.529 27.133 -0.248 0.207 -0.004
O 12.28 4.427 24.838 0.263 -0.041 -0.222
O 14.709 10.615 24.319 -0.055 -0.12 -0.15
O 13.178 9.337 26.081 0.208 0.09 0.098
O 14.308 11.553 26.893 0.006 0.102 0.037
O 9.023 9.443 22.134 0.009 0.127 0.066
O 19.297 14.463 30.93 -0.111 -0.065 0.16
O 15.357 11.923 22.084 -0.286 0.007 -0.159
O -1.154 1.489 29.195 0.054 -0.13 0.066
O 0.384 3.823 22.537 0.287 0.126 0.164
O 2.629 5.789 34.687 0.064 0.056 0.189
O 2.061 6.949 32.385 0.018 0.129 0.287
O 2.15 9.64 24.763 -0.134 -0.034 -0.193
O 4.078 9.999 26.443 0.306 -0.105 -0.17
O 4.234 14.708 28.76 -0.018 -0.118 -0.114
O 6.804 15.024 27.931 -0.011 -0.182 -0.008
O 9.07 0.765 30.403 0.114 -0.184 0.012
O 2.731 2.317 27.458 -0.336 -0.144 -0.095
O 14.054 2.392 31.462 -0.268 -0.14 -0.105
O 12.951 5.503 27.21 0.24 -0.162 -0.073
O 3.51 11.525 28.609 0.108 0.113 -0.005
O 6.431 2.472 30.976 -0.181 -0.085 0.111
O 7.788 12.287 30.962 -0.123 0.118 0.368
O 8.491 8.79 27.019 0.121 -0.162 -0.071
O 9.199 15.081 26.739 -0.107 0.273 -0.142
O 8.587 13.175 28.562 0.192 0.049 0.074
O 7.613 13.138 26.151 0.149 -0.149 -0.044
O 10.507 18.352 28.624 0.013 0.181 0.05
O 11.986 3.984 30.957 -0.049 0.061 0.09
O 11.734 2.363 26.401 0.012 0.146 -0.029
O 14.815 4.956 25.311 0.255 -0.092 -0.123
O 13.114 2.834 28.585 0.068 0.203 -0.081
O 12.814 7.009 25.02 -0.026 -0.108 0.057
O 10.685 9.076 25.277 -0.159 0.236 0.035
O 17.785 14.923 28.87 0.156 0.107 0.164
O 19.775 12.056 24.128 -0.148 -0.086 -0.192
O 15.805 13.214 28.243 0.272 -0.234 0.037
O 11.786 14.12 32.623 0.216 -0.227 0.135
O 15.62 20.48 28.727 -0.119 0.14 -0.094
O 12.109 16.109 34.415 0.251 -0.111 0.206
O -5.655 6.007 29.055 0.001 -0.343 -0.037
O 0.177 2.945 30.922 -0.128 0.085 -0.221
O 4.923 0.513 27.588 -0.129 -0.068 0.041
O 10.004 3.838 32.977 -0.009 0.367 0.02
O 3.017 11.622 31.157 0.081 0.196 0.042
O -6.255 8.342 30.233 0.153 0.193 0.166
O 1.431 4.368 32.81 -0.077 -0.227 0.213
O 4.584 7.004 33.225 0.109 -0.03 -0.029
O 0.833 12.873 30.469 -0.136 -0.074 0.271
O 3.049 16.951 29.431 -0.191 0.165 0.188
O 3.999 12.999 34.687 -0.128 -0.093 -0.155
O -0.419 14.4 32.818 0.096 -0.076 0.073
O 3.925 6.905 28.362 0.035 -0.21 -0.012
O 4.895 2.69 28.892 0.07 0.294 -0.064
O 7.315 0.354 32.299 -0.221 -0.202 0.225
O 7.765 2.446 28.754 0.039 0.175 -0.249
O 3.932 9.218 29.825 0.027 -0.22 0.169
O 7.099 3.871 35.634 -0.257 0.038 -0.036
O 6.447 4.702 29.426 0.099 -0.092 -0.019
O 5.651 7.19 30.275 0.075 0.195 0.044
O 9.317 15.152 32.334 0.022 0.016 0.137
O 4.521 15.175 33.505 -0.337 0.025 0.114
O 10.19 13.515 30.572 -0.133 0.119 0.013
O 5.498 11.241 30.365 0.131 -0.073 -0.123
O 10.498 4.836 26.756 0.013 0.028 -0.157
O 9.883 1.203 32.83 0.296 0.108 -0.033
O 14.727 4.903 31.006 -0.007 0.163 -0.075
O 13.779 -0.774 32.351 -0.081 0.082 -0.029
O 7.896 9.562 29.556 -0.148 0.039 0.012
O 6.869 10.874 27.261 0.078 0.1 0.07
O 8.204 6.539 30.024 -0.151 0.278 -0.166
O 10.232 5.923 31.529 0.177 -0.137 0.106
O 9.767 12.584 33.006 -0.24 -0.219 0.09
O 15.388 14.77 30.271 0.076 -0.04 -0.136
O 9.895 11.104 29.693 0.101 -0.199 0.044
O 17.748 10.089 35.473 -0.135 -0.211 0.041
Si 0.06 -0.019 5.655 0.081 0.07 0.001
Si 2.766 2.738 5.564 0.086 0.114 -0.043
Si 0.049 5.455 5.539 -0.028 0.042 -0.125
Si 2.791 8.13 5.55 -0.047 0.033 -0.03
Si -0.018 10.925 5.66 -0.019 0.015 0.01
Si 2.746 13.647 5.689 -0.035 -0.069 -0.026
Si 5.502 0.008 5.647 -0.02 0.013 0.003
Si 8.252 2.703 5.541 -0.056 -0.002 -0.096
Si 5.454 5.444 5.561 -0.006 -0.051 -0.049
Si 8.158 8.196 5.588 0.051 -0.056 -0.03
Si 5.546 10.84 5.573 -0.009 0.07 -0.02
Si 8.259 13.613 5.603 -0.021 -0.039 0.006
Si 10.992 -0.063 5.577 -0.004 0.055 -0.016
Si 13.731 2.69 5.62 -0.014 0.012 -0.008
Si 10.921 5.436 5.574 -0.055 -0.066 -0.015
Si 13.657 8.193 5.588 -0.04 -0.029 -0.019
Si 10.918 10.931 5.642 0.097 0.036 -0.036
Si 13.693 13.647 5.605 0.005 0.012 -0.02
Si 1.407 1.392 6.974 -0.051 -0.04 -0.021
Si 4.11 4.095 6.953 0.047 -0.084 0.031
Si 1.392 6.818 6.937 0.042 -0.03 -0.021
Si 4.133 9.515 6.942 0.045 -0.043 -0.026
Si 1.355 12.289 7.018 -0.008 0.052 0.038
Si 4.122 15.041 7.003 0.01 -0.008 0.014
Si 6.875 1.388 6.965 0.007 -0.044 0.009
Si 9.56 4.083 6.953 0.037 0.005 -0.016
Si 6.802 6.819 6.946 -0.031 0.061 -0.003
Si 9.533 9.553 6.97 -0.019 0.037 -0.01
Si 6.861 12.256 6.959 0.035 -0.029 -0.04
Si 9.594 15.014 6.961 0.028 -0.023 -0.002
Si 12.328 1.332 6.961 0.084 -0.081 0.002
Si 15.073 4.109 6.946 -0.023 -0.02 -0.037
Si 12.281 6.817 6.945 0.036 0.033 -0.028
Si 15.01 9.549 6.984 0.027 -0.006 0.027
Si 12.306 12.3 6.979 0.03 -0.044 0.004
Si 15.041 15.034 6.985 -0.054 0.007 -0.05
Si 0.013 2.746 8.33 -0.001 0.007 0.017
Si 2.751 0.019 8.348 0.027 0.041 0.013
Si 0.015 8.19 8.313 -0.034 0.006 -0.014
Si 2.741 5.462 8.323 -0.057 0.006 -0.001
Si -0.009 13.675 8.36 -0.004 -0.04 -0.009
Si 2.757 10.904 8.319 -0.042 0.018 -0.007
Si 5.482 2.743 8.322 0.012 0.08 0.011
Si 8.214 -0.01 8.322 -0.036 -0.012 -0.011
Si 5.467 8.177 8.347 -0.008 -0.008 0.028
Si 8.18 5.457 8.313 0.001 -0.032 -0.009
Si 5.488 13.643 8.328 -0.025 0.004 0.01
Si 8.195 10.917 8.359 -0.011 0.027 0.021
Si 10.933 2.711 8.314 -0.019 0.015 -0.009
Si 13.672 -0.007 8.354 -0.022 0.044 0.016
Si 10.91 8.183 8.319 -0.002 -0.003 -0.003
Si 13.67 5.464 8.309 0.009 0.021 0.014
Si 10.938 13.664 8.346 0.035 0.081 0.003
Si 13.653 10.927 8.345 -0.032 0 -0.005
Si 1.363 4.121 9.693 0.011 -0.015 -0.006
Si 4.109 1.394 9.701 0.016 -0.046 0.012
Si 1.366 9.57 9.693 0.025 -0.02 -0.003
Si 4.085 6.832 9.709 0.003 0.002 0.003
Si 1.356 15.067 9.702 -0.022 0.011 0.007
Si 4.096 12.298 9.698 0 -0.002 -0.007
Si 6.814 4.114 9.703 -0.007 -0.018 0.008
Si 9.551 1.367 9.704 0.024 -0.024 0.005
Si 6.812 9.564 9.719 0.01 0.011 -0.002
Si 9.532 6.831 9.691 0.016 0.006 -0.005
Si 6.828 15.042 9.695 0.041 -0.01 -0.002
Si 9.546 12.314 9.705 0.012 -0.044 -0.008
Si 12.283 4.103 9.68 0.016 -0.034 -0.002
Si 15.026 1.392 9.696 -0.003 -0.018 -0.001
Si 12.262 9.57 9.686 0.028 -0.003 0.005
Si 15.031 6.842 9.679 0.016 0.01 -0.004
Si 12.276 15.051 9.711 0.001 -0.063 -0.003
Si 15.011 12.312 9.704 0.013 0.009 0.013

Results
total energy: -115445.844 eV
total energy less fixed offsets of O -438.04, Si -107.15 eV per atom: 8.896 eV
